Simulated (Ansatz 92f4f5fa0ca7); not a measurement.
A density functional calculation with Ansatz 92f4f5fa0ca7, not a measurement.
Periodic cell of 208 atoms, Si124O76B8, from a study of silicon, its oxide and their interface. The atomic structure is a simulated model.
Doubt: the cutoff is far below the 930 eV that the study's wrapper takes by default for these files, so forces and energies are approximate.
This geometry differs little from another in the collection (a relaxation step or a small displacement).

Settings: functional PBE; potential files Ansatz PAW; basis plane waves; wave-function cutoff 580 eV; density cutoff ratio 5; exchange-correlation grid ratio 1; k mesh 1 x 1 x 1, Gamma-centred; self-consistency stop 5e-08 eV per atom in the density residual; occupations fixed; spin none; net charge 0.

Cell vectors (angstrom)
a  10.938  0  0
b  0  10.938  0
c  0  0  31.4059

Atoms: element, x, y, z (angstrom)
B  10.1343  0.6749  24.884
Si  6.0526  10.5187  24.1434
B  1.6746  3.1892  25.0508
B  8.9491  1.99  24.9
B  0.4985  4.4876  24.9649
Si  4.5038  5.4784  23.892
Si  3.1705  7.5483  24.049
Si  7.6293  8.6692  24.067
Si  1.1532  1.2342  25.1837
Si  7.0161  1.4356  25.3124
Si  3.6486  3.839  25.3986
Si  9.5037  3.963  25.1371
Si  1.2142  6.5082  25.1987
Si  6.6303  6.6827  25.0879
Si  4.1278  9.4616  25.2573
Si  9.568  9.6553  25.1859
Si  2.7107  -0.0237  26.5471
Si  8.2418  -0.0186  26.7036
Si  0.012  2.7969  26.6322
Si  5.4381  2.7362  26.5773
Si  2.7135  5.5222  26.7213
Si  8.1682  5.4495  26.4978
Si  0.0066  8.1648  26.514
Si  5.4997  8.1401  26.6348
Si  4.1018  1.3673  27.9877
Si  9.5708  1.3673  27.9877
Si  1.3673  4.1018  27.9877
Si  6.8362  4.1018  27.9877
Si  4.1018  6.8362  27.9877
Si  9.5708  6.8362  27.9877
Si  1.3673  9.5708  27.9877
Si  6.8362  9.5708  27.9877
Si  0  0  29.3549
Si  5.469  0  29.3549
Si  2.7345  2.7345  29.3549
Si  8.2035  2.7345  29.3549
Si  0  5.469  29.3549
Si  5.469  5.469  29.3549
Si  2.7345  8.2035  29.3549
Si  8.2035  8.2035  29.3549
Si  1.3673  1.3673  30.7222
Si  6.8362  1.3673  30.7222
Si  4.1018  4.1018  30.7222
Si  9.5708  4.1018  30.7222
Si  1.3673  6.8362  30.7222
Si  6.8362  6.8362  30.7222
Si  4.1018  9.5708  30.7222
Si  9.5708  9.5708  30.7222
Si  2.7345  0  0.6835
Si  8.2035  0  0.6835
Si  0  2.7345  0.6835
Si  5.469  2.7345  0.6835
Si  2.7345  5.469  0.6835
Si  8.2035  5.469  0.6835
Si  0  8.2035  0.6835
Si  5.469  8.2035  0.6835
Si  4.1018  1.3673  2.0507
Si  9.5708  1.3673  2.0507
Si  1.3673  4.1018  2.0507
Si  6.8362  4.1018  2.0507
Si  4.1018  6.8362  2.0507
Si  9.5708  6.8362  2.0507
Si  1.3673  9.5708  2.0507
Si  6.8362  9.5708  2.0507
Si  0  0  3.418
Si  5.469  0  3.418
Si  2.7345  2.7345  3.418
Si  8.2035  2.7345  3.418
Si  0  5.469  3.418
Si  5.469  5.469  3.418
Si  2.7345  8.2035  3.418
Si  8.2035  8.2035  3.418
Si  1.3591  1.3855  4.8778
Si  6.8119  1.3589  4.7013
Si  4.1535  4.1625  4.873
Si  9.5257  4.044  4.7953
Si  1.3492  6.8298  4.6658
Si  6.8519  6.8626  4.8854
Si  4.0106  9.5518  4.7893
Si  9.5992  9.6292  4.9074
Si  2.8132  0.073  6.2612
Si  8.329  0.3679  6.1912
Si  0.0397  2.8487  6.2593
Si  5.8235  2.9333  6.1281
Si  2.9233  5.8572  6.0846
Si  8.3417  5.5153  6.2423
Si  0.3719  8.3779  6.1155
Si  5.48  8.3581  6.2115
Si  4.6109  1.2733  7.4329
B  9.0226  2.33  6.5749
Si  1.2264  4.7174  7.354
B  7.8002  3.5823  6.5536
B  3.5602  7.8206  6.5288
Si  10.3233  6.5104  7.3327
B  2.3193  9.0486  6.542
Si  6.3998  10.3047  7.3892
O  3.8189  2.0018  8.7506
O  6.8076  9.4434  8.7573
O  9.5984  7.0687  8.7233
O  1.9691  4.0405  8.7067
O  3.3432  8.3088  22.5532
O  4.3296  4.8002  22.3407
O  5.9836  0.1918  22.5999
O  7.9015  8.4482  22.4478
Si  9.526  -0.1231  16.9059
Si  4.6527  3.9021  20.9933
Si  5.5043  -0.0956  17.072
Si  10.6841  2.2727  15.4104
Si  9.2379  2.3587  12.5533
Si  1.5039  7.8818  11.6977
Si  8.7549  9.6807  14.255
Si  8.9111  4.3982  16.7894
Si  8.9128  6.4609  14.4972
Si  1.773  5.9979  16.3816
Si  6.8512  0.2549  12.5155
Si  2.429  2.5653  18.9729
Si  7.7445  10.7146  19.2061
Si  5.1771  2.4689  13.7722
Si  0.1978  4.5045  18.7234
Si  0.6555  10.4775  13.3005
Si  2.9826  8.0465  20.9884
Si  5.0827  4.6896  11.4786
Si  3.4904  -0.2053  19.4339
Si  4.9117  6.0687  16.7524
Si  5.8474  1.0135  21.2188
Si  8.1706  8.0563  20.9074
Si  8.0311  5.2508  12.0086
Si  2.7997  2.0997  15.8799
Si  9.5797  7.3958  10.307
Si  6.8994  9.1173  10.3398
Si  2.2822  10.0145  15.8657
Si  4.7834  8.5768  14.9673
Si  0.507  8.4972  17.4367
Si  5.5698  6.4791  19.7374
Si  6.1957  3.0903  16.3255
Si  0.1718  7.0045  20.2621
Si  1.034  2.4285  11.9737
Si  0.8895  5.3455  13.5382
Si  3.0549  3.1926  9.5957
Si  4.5365  7.6871  11.8838
O  10.3114  5.8164  13.9399
O  4.9312  3.488  12.5542
O  4.1787  7.1462  20.3105
O  9.1343  6.0342  11.0972
O  3.8787  2.5965  14.7611
O  6.537  10.5367  11.0675
O  1.3457  2.4828  15.2797
O  0.3572  7.7963  18.8654
O  6.9284  7.1293  20.3734
O  9.9707  10.2318  13.2883
O  7.6252  3.4271  17.022
O  1.0262  10.2305  14.8632
O  0.1952  7.8129  10.6915
O  8.0152  1.3549  12.2595
O  1.2601  0.9865  12.7795
O  0.8658  3.0568  19.078
O  5.6902  1.569  16.85
O  1.1014  5.0559  17.5023
O  3.0553  0.4952  15.9035
O  4.1846  10.4809  17.9812
O  5.5224  2.5959  21.4627
O  4.8224  8.4729  13.317
O  5.2926  4.4714  16.543
O  8.9504  0.4313  18.3276
O  1.7051  9.6034  17.3406
O  4.535  6.0721  12.1381
O  3.2052  8.7994  15.3185
O  1.3538  9.2977  12.462
O  9.5591  4.5862  18.2783
O  2.9727  2.7086  17.4048
O  10.5452  1.0674  16.4857
O  6.6809  10.2873  18.0528
O  4.6304  0.3102  20.4447
O  6.44  2.9328  14.7105
O  10.0558  3.66  15.9228
O  2.8345  9.3997  20.0912
O  8.5667  5.7915  15.9734
O  4.2063  4.2282  10.1733
O  8.4283  8.5426  10.6273
O  7.1917  0.8685  20.2891
O  7.3756  9.9482  13.4355
O  8.9636  8.0939  14.6043
O  3.3726  3.3967  20.0573
O  9.9065  1.9925  14.0079
O  1.4809  6.5036  12.5641
O  8.6564  3.8535  12.5176
O  5.7469  8.0539  10.8349
O  7.749  6.109  13.3853
O  10.0861  9.3082  17.145
O  8.2604  9.3875  19.9812
O  0.2872  5.3968  20.0714
O  0.8471  7.3542  16.3163
O  1.023  3.8616  12.8298
O  8.5465  10.5809  15.6161
O  2.1904  2.5218  10.8322
O  9.6434  7.3318  20.8862
O  5.5696  4.8756  20.0579
O  3.0699  7.9999  11.1705
O  10.4283  2.2587  11.4192
O  1.7933  5.3284  14.9018
O  3.2948  6.212  16.8996
O  5.3344  7.1348  15.5585
O  5.5146  9.8835  15.7122
O  5.6189  6.632  18.1141
O  6.6723  4.946  11.1438
O  5.5228  0.9837  13.1581
O  2.3718  0.9769  19.3415
O  1.4881  7.3873  21.1374

Results
free energy: -123285.495 eV
free energy less fixed offsets of B -154.04, O -568.88, Si -635.61 eV per atom: -2.655 eV

Forces (eV/angstrom), in the order of the atoms: element, x, y, z
B  -0.0365  0.0048  0.0074
Si  -0.0079  -0.0118  -0.0119
B  -0.108  -0.0814  -0.0107
B  0.0067  -0.0208  0.003
B  0.1186  0.073  -0.0397
Si  0.027  0.0292  0.0017
Si  0.0083  0.0184  -0.0125
Si  -0.0003  -0.0025  -0.0248
Si  0.0249  -0.0375  -0.0253
Si  -0.0342  0.0476  -0.029
Si  0.0492  -0.0312  -0.0126
Si  -0.1951  -0.033  -0.0135
Si  -0.0496  0.0144  -0.0393
Si  -0.0132  -0.0133  -0.009
Si  -0.0059  0.0006  -0.0051
Si  0.0369  -0.0321  -0.0169
Si  0.008  -0.0007  0.0185
Si  0.076  0.0741  -0.0346
Si  0.1112  0.0066  0.0445
Si  0.0197  -0.009  0.0112
Si  0.024  0.0278  0.0623
Si  -0.0063  0.0088  0.0308
Si  0.0003  0.006  0.0028
Si  0.0038  -0.004  -0.0009
Si  -0.0813  -0.2814  -0.4394
Si  0.3596  0.091  0.7234
Si  0.2208  0.4674  0.9033
Si  -0.2297  0.1001  -0.5209
Si  0.3311  0.3347  0.6144
Si  -0.2633  -0.0027  -0.7846
Si  -0.1062  -0.3658  -0.5615
Si  0.0025  -0.4231  0.4372
Si  0.1183  0.1526  -0.0387
Si  -0.084  -0.0674  -0.0793
Si  -0.0778  -0.0531  -0.0717
Si  0.0744  0.0835  -0.091
Si  -0.0755  -0.1667  -0.0285
Si  0.0533  0.1138  -0.007
Si  0.0896  0.03  -0.0237
Si  -0.0378  0.0303  -0.0618
Si  0.0455  -0.0602  -0.0107
Si  -0.045  -0.1101  -0.008
Si  -0.0326  -0.0708  -0.0109
Si  -0.0587  0.0753  0.0519
Si  -0.0466  0.0109  -0.0084
Si  -0.0199  -0.0512  0.0016
Si  -0.0594  -0.042  0.0651
Si  -0.1178  -0.1336  0.0031
Si  -0.0218  0.1569  -0.0345
Si  0.0689  0.0951  -0.0128
Si  0.0962  -0.0497  -0.0661
Si  0.0563  0.0646  0.011
Si  0.0436  0.0823  -0.007
Si  -0.0366  0.1056  -0.0438
Si  0.0924  0.0795  0.0075
Si  0.1141  -0.0339  -0.07
Si  -0.091  -0.149  0.0979
Si  -0.0097  0.0934  0.0723
Si  -0.1232  -0.0982  0.0922
Si  0.1215  0.0533  0.0732
Si  0.048  0.1573  0.0747
Si  -0.1029  -0.1409  0.0962
Si  0.1187  -0.0664  0.0575
Si  -0.1425  -0.1098  0.1039
Si  0.0565  0.1668  0.5465
Si  -0.3136  -0.2512  -0.4985
Si  0.2451  0.2719  0.8144
Si  -0.2196  -0.2813  -0.8619
Si  -0.3661  -0.3201  -0.6061
Si  0.2789  0.2573  0.4218
Si  -0.248  -0.0874  -1.1072
Si  0.2877  0.3188  0.8207
Si  0.0083  0.0082  -0.0139
Si  -0.0032  -0.008  -0.0465
Si  -0.025  -0.014  -0.0226
Si  -0.0219  -0.0207  -0.0086
Si  -0.0106  -0.0119  -0.057
Si  0.0071  0.0094  -0.0191
Si  -0.0172  -0.0082  -0.0088
Si  -0.0201  -0.0099  -0.0222
Si  -0.0166  -0.0677  0.0128
Si  0.0328  -0.009  0.0278
Si  -0.0493  -0.0151  0.0158
Si  -0.0122  0.0251  0.033
Si  0.0429  -0.0026  0.0376
Si  -0.0111  -0.0527  0.022
Si  -0.0139  0.0246  0.0371
Si  -0.0583  -0.0129  0.0254
Si  0.0151  -0.0181  0.0047
B  0.0215  0.0265  0.0105
Si  -0.0176  0.0129  0.0008
B  0.0261  0.0275  0.0237
B  0.0357  0.0134  0.0115
Si  0.0152  -0.015  0.0071
B  0.0146  0.0396  0.0278
Si  -0.014  0.0061  0.0177
O  0.0036  -0.0042  -0.008
O  0.0013  0.007  -0.0171
O  -0.0001  0.0002  -0.0176
O  0.0006  0.0015  0.0001
O  0.001  -0.0079  0.0091
O  -0.0155  0.008  0.0185
O  0.0001  0.0027  -0.0042
O  -0.0053  0.012  0.018
Si  0.0012  0.0008  0.009
Si  0.0077  -0.0115  -0.0189
Si  0.0005  0.001  0.0054
Si  -0.0002  0.0005  0.0043
Si  0.0044  -0.0007  -0.0029
Si  0.0007  -0.001  -0.0053
Si  0.0005  0.0016  0.0009
Si  0.0011  -0.0001  0.0049
Si  0.0007  0.0005  0.0013
Si  0.0011  0.0017  0.0054
Si  0.0006  -0.0014  -0.0039
Si  -0.002  -0.0045  -0.0042
Si  0.0017  0.0003  0.003
Si  0.0001  -0.0013  0.0037
Si  -0.0003  -0.0007  0.0016
Si  0  0.0061  0.0011
Si  -0.0008  0.0069  -0.007
Si  -0.0001  0.0058  -0.0033
Si  0.0008  0.0001  0.007
Si  0.001  0.0001  0.0034
Si  0.0074  -0.0142  0.001
Si  0.0029  0.0059  0.0018
Si  0.0038  0.0029  -0.0033
Si  0.0001  -0.0003  0.0047
Si  -0.0033  0.0078  0.0082
Si  0  -0.0061  0.0065
Si  -0.0006  0.0007  0.0047
Si  0.0023  0.0001  0.003
Si  0.0008  0.003  0.0043
Si  0.0036  0.0007  0.0006
Si  0.001  0.0013  0.006
Si  0.0011  0.0024  -0.0008
Si  -0.0032  -0.0018  -0.0022
Si  0.0009  0.0009  -0.0009
Si  -0.0038  0.0051  0.0023
Si  0.0015  0.0032  -0.0063
O  -0.0007  0.001  -0.0013
O  0.0014  -0.0004  -0.0009
O  0.003  -0.0024  -0.0033
O  -0.0011  -0.0045  0.003
O  0.0018  0.0013  -0.0034
O  0.0017  0.003  0.0053
O  0.0017  0.0011  -0.0037
O  0.0021  -0.0013  -0.0016
O  0.0016  -0.0009  -0.004
O  -0.0015  0.0015  -0.0025
O  0.0015  0.0013  -0.0044
O  0.0003  0.0011  0.0017
O  0.0017  0.0033  0.0031
O  -0.0006  -0.0005  0.0007
O  0.0024  0.0024  0.0012
O  0.001  -0.0006  -0.0007
O  0.0003  0.0008  -0.004
O  0.001  0.0011  -0.0038
O  0.0021  0.0013  -0.0034
O  0.0005  0.0003  -0.0061
O  0.0014  -0.0024  0.0037
O  0.0001  0.0012  -0.0012
O  0.0007  0.0004  -0.0029
O  -0.0006  0.0007  -0.003
O  0.0022  0.0008  -0.0021
O  0.0001  -0.0022  0.0029
O  0.0005  -0.0002  -0.0026
O  0.0047  -0.002  -0.0033
O  0.0008  0  -0.0036
O  0.0006  0.0021  0
O  0.0018  -0.0001  -0.0029
O  0.0031  0.0002  -0.0019
O  0.0084  0.0073  -0.0002
O  0.001  0.0005  -0.0035
O  0.0008  0.0023  -0.0029
O  0.002  -0.002  -0.0025
O  0.0007  0.0005  -0.0018
O  0.0023  0.0012  0.0007
O  0.0029  -0.0001  0.0032
O  -0.004  0  -0.0005
O  0.0003  0.0012  -0.0007
O  0.0012  0  -0.0008
O  0.0021  0.0009  -0.0024
O  0.0024  0.0009  -0.0008
O  0.0014  0.0002  0
O  -0.0014  0.0026  0
O  -0.0003  -0.001  0.003
O  -0.0009  0.0004  0
O  0.0007  0.0003  -0.0048
O  0.0009  -0.0008  -0.0038
O  0.0023  0.0005  0.0062
O  0.0006  0.0005  -0.0038
O  0.0013  0.0014  -0.0005
O  -0.0001  -0.0003  -0.004
O  -0.0022  -0.0026  0.0048
O  -0.0004  -0.0001  -0.0004
O  0.0036  0.0003  -0.0041
O  0.002  -0.0006  0.0008
O  0.0009  0.0005  0.0003
O  0.0026  -0.0001  -0.0017
O  0.0013  0.0002  -0.0033
O  0.0013  0.0005  -0.0023
O  0.0019  0.0014  -0.0019
O  0.0008  0.0009  0.0006
O  0.0006  0  0.0006
O  0  0.0022  -0.0001
O  0.0015  0.0044  -0.0032
O  0.0009  0.001  -0.0029

The program warned: the cutoff lies below the one the program advises for these potential files; the exchange-correlation potential is rough where the density is thin.
